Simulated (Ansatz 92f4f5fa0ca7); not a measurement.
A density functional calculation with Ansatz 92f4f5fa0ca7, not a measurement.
Periodic cell of 273 atoms, Si166O106As1, from a study of silicon, its oxide and their interface. The atomic structure is a simulated model.
Doubt: the cutoff is far below the 930 eV that the study's wrapper takes by default for these files, so forces and energies are approximate.
This geometry differs little from another in the collection (a relaxation step or a small displacement).

Settings: functional PBE; potential files Ansatz PAW; basis plane waves; wave-function cutoff 580 eV; density cutoff ratio 5; exchange-correlation grid ratio 1; k mesh 1 x 1 x 1, Gamma-centred; self-consistency stop 5e-08 eV per atom in the density residual; occupations fixed; spin none; net charge +1 e, with a uniform compensating background and no finite-size correction.

Cell vectors (angstrom)
a 11.6015 0 0
b 0 13.3963 0
c 0 0 29.8085

Atoms: element, x, y, z (angstrom)
Si 11.5522 0.1786 22.8888
Si 3.9204 0.1532 23.0103
Si 7.6656 0.1192 23.1283
Si 2.0722 3.4571 22.87
Si 5.9056 3.6921 22.9867
Si 9.7603 3.5349 23.0136
Si 11.6634 6.8575 23.0519
Si 3.9578 7.0403 23.1825
Si 7.7963 6.8896 23.2355
Si 2.0444 10.2323 23.2453
Si 5.8611 10.0907 23.3028
Si 9.8453 10.079 23.2212
Si 11.6988 2.3845 23.733
Si 4.0038 2.404 23.7279
Si 7.7876 2.4133 23.7559
Si 2.0329 5.7098 23.6877
Si 5.8358 5.8145 23.979
Si 9.7404 5.7256 23.8863
Si 11.7589 9.0183 24.0152
Si 3.9104 9.1325 24.2004
Si 7.8522 9.0803 24.0324
Si 1.9192 12.5048 23.7818
Si 5.776 12.3708 23.9164
Si 9.6809 12.3925 23.7584
Si 11.6455 2.296 26.1452
Si 3.9213 2.3088 26.1354
Si 7.7527 2.3183 26.1639
Si 1.9801 5.6295 26.1309
Si 5.8221 5.6779 26.3195
Si 9.7043 5.633 26.2531
Si 11.671 8.9577 26.3442
Si 3.8925 9.01 26.4971
Si 7.791 8.9927 26.3634
Si 1.9354 12.376 26.1818
Si 5.7958 12.3266 26.2755
Si 9.6839 12.3412 26.1579
Si 1.9783 1.1927 26.9701
Si 5.8243 1.1817 26.9971
Si 9.6894 1.1783 26.9552
Si 11.6509 4.5093 26.9855
Si 3.888 4.5085 26.9973
Si 7.753 4.5182 27.0399
Si 1.968 7.805 27.1103
Si 5.8532 7.8838 27.1593
Si 9.7174 7.8431 27.0832
Si 11.6163 11.2309 26.9902
Si 3.849 11.2733 27.0995
Si 7.7633 11.2411 27.0375
Si 1.9495 1.1245 29.3584
Si 5.7982 1.1272 29.3908
Si 9.6473 1.1259 29.3594
Si 0.0093 4.4521 29.378
Si 3.8703 4.4466 29.3674
Si 7.7164 4.4628 29.412
Si 1.9414 7.7655 29.4635
Si 5.8307 7.8272 29.5069
Si 9.6824 7.79 29.4302
Si -0.0067 11.1639 29.3559
Si 3.8676 11.197 29.4528
Si 7.7545 11.1802 29.3933
Si -0.0032 -0.0036 0.3053
Si 3.8639 0.0118 0.4237
Si 7.7137 -0.0097 0.3846
Si 1.9451 3.3318 0.3553
Si 5.7805 3.3349 0.4197
Si 9.6512 3.3488 0.3631
Si -0.0074 6.6643 0.4133
Si 3.8912 6.6563 0.3912
Si 7.7568 6.6781 0.4371
Si 1.924 10.0441 0.3455
Si 5.8242 10.0888 0.4119
Si 9.6772 10.0307 0.3619
Si 11.4827 -0.0156 2.6662
Si 3.8941 -0.0315 2.8146
Si 7.6527 -0.0887 2.7637
Si 1.9306 3.2701 2.7128
Si 5.7469 3.2656 2.8179
Si 9.5926 3.3019 2.7378
Si 11.5689 6.6165 2.7688
Si 3.8666 6.5998 2.7357
Si 7.7397 6.6266 2.7991
Si 1.9178 9.9239 2.7028
Si 5.8332 10.0429 2.7817
Si 9.6742 9.9675 2.7246
Si 11.5567 2.2116 3.433
Si 3.7979 2.1448 3.6854
Si 7.679 2.1104 3.5636
Si 1.9062 5.49 3.4803
Si 5.8 5.5171 3.5892
Si 9.6529 5.5041 3.6361
Si 11.5928 8.856 3.5681
Si 3.91 8.8574 3.4275
Si 7.7468 8.8684 3.5612
As 1.8432 12.219 3.5353
Si 5.7611 12.2045 3.7798
Si 9.6011 12.1818 3.5052
Si 11.4678 2.1574 5.752
Si 3.7307 2.0316 6.1029
Si 7.6043 1.9641 5.9331
Si 1.8787 5.3935 5.8107
Si 5.8063 5.4561 5.9597
Si 9.6228 5.4328 6.0337
Si 11.6393 8.7787 5.9439
Si 3.9162 8.766 5.745
Si 7.7779 8.8059 5.9312
Si 1.7836 12.1506 5.9689
Si 5.7244 12.117 6.283
Si 9.5836 12.1081 5.8616
Si 1.6269 0.9931 6.7371
Si 5.6699 0.986 7.0367
Si 9.6307 0.9329 6.5977
Si 11.5761 4.3108 6.7324
Si 3.8258 4.325 6.5859
Si 7.6951 4.1704 6.6467
Si 2.0297 7.6126 6.5203
Si 5.8368 7.726 6.7094
Si 9.7147 7.6944 6.7477
Si 11.4343 10.9714 6.7882
Si 3.6704 10.9106 6.6509
Si 7.7633 10.966 6.8769
O 9.9007 7.8955 8.4025
O 9.9033 0.8237 8.2421
O 1.0278 0.9037 8.3127
O 3.0148 10.5882 8.1433
O 5.8133 7.9065 8.3657
O 5.6063 1.1899 8.712
O 3.7617 4.3345 8.2272
O 7.6514 3.7255 8.2663
O 0.0607 4.2633 8.3975
O 11.1484 10.9527 8.4325
O 8.1302 10.7709 8.5078
O 2.3777 7.4804 8.1182
O 11.4273 0.2068 21.2146
O 9.7603 3.642 21.3535
O 4.1355 7.5534 21.5996
O 6.0092 4.1822 21.378
O 5.7503 9.7491 21.671
O 2.145 3.3826 21.1936
O 7.3501 13.4438 21.4932
O 4.0233 0.1535 21.3522
O 7.7432 6.9705 21.5891
O 2.1397 10.1652 21.5992
O 11.5399 6.9702 21.395
O 10.1595 9.6423 21.6345
Si 11.5816 6.4558 11.3
Si 1.5733 10.3683 16.2473
Si 0.2342 3.6898 9.9209
Si 8.084 12.8556 20.1686
Si 2.8264 10.4702 9.755
Si 2.5758 10.392 20.0515
Si 10.3505 3.7036 19.8302
Si 0.2558 12.8031 17.0869
Si 10.8157 0.6995 19.7657
Si 3.1644 7.7556 16.233
Si 0.3291 6.4875 19.8897
Si 9.3916 2.526 14.2921
Si 2.913 2.5443 11.0477
Si 5.1374 11.9832 15.343
Si 4.9412 8.6798 20.7156
Si 3.6057 -0.3921 11.2835
Si 5.5933 8.8876 14.8008
Si -0.1756 11.3129 10.0156
Si 9.4523 10.0161 20.2131
Si 3.4597 0.0481 19.8207
Si 7.4664 4.7043 9.5524
Si 2.3704 12.3592 14.1573
Si 6.1885 0.5917 10.1496
Si 2.7983 2.9019 19.7528
Si 5.7172 4.4472 13.6557
Si 7.4791 0.2141 15.594
Si 9.6138 11.3464 15.2046
Si 1.9933 6.5707 13.5517
Si 2.8446 3.5325 14.0191
Si 11.7028 9.1722 18.4076
Si 11.2279 0.8724 9.2077
Si 9.1233 7.3224 9.7216
Si 8.6771 8.5607 14.5811
Si 4.7805 7.1609 12.3568
Si 2.9741 5.6307 18.7478
Si 2.5374 7.4054 9.721
Si 6.2611 8.4308 9.849
Si 4.3304 4.7638 9.6735
Si 9.3445 10.4992 12.286
Si 5.949 13.0267 17.9548
Si 7.9795 4.9348 18.3567
Si 8.3097 5.4135 15.1969
Si 7.3233 11.08 9.9204
Si 5.3887 4.2061 19.8595
Si 0.789 1.4963 15.0395
Si 7.5546 7.5289 20.0794
Si 7.6464 2.7896 11.8712
O 3.4505 6.0842 10.1045
O 1.9472 2.6666 15.0823
O -0.3638 12.9439 10.174
O 8.3569 8.9046 19.8218
O 2.4231 1.3125 19.5119
O 8.1465 5.3119 16.7986
O 2.7365 11.9826 19.7052
O 7.1643 8.7711 15.1468
O 1.2917 0.1939 14.1715
O 4.4122 3.8206 14.4522
O 4.2501 3.4154 10.6228
O 10.9588 2.085 14.4846
O 11.3862 4.8477 10.9851
O 10.8531 12.0215 16.0346
O 8.9405 6.9122 14.7653
O 1.7883 3.3578 10.2174
O 8.4627 5.9322 9.2138
O 11.1464 2.2958 19.5233
O 5.4033 7.6113 10.93
O 11.4157 7.595 18.7819
O 7.869 8.2653 10.1483
O 10.1335 7.1551 10.9884
O 9.222 4.1154 14.7224
O 8.8322 11.4716 20.5303
O 10.5598 10.515 11.1631
O 8.3666 12.241 15.7649
O 4.4418 2.88 19.807
O 4.6582 0.2207 18.7331
O 10.4777 10.094 18.9584
O 6.7963 0.6925 17.0208
O 0.5194 6.7536 12.8288
O 1.0478 7.1492 10.2959
O 3.1449 7.1937 12.5541
O 3.9563 9.5622 19.7693
O 6.7943 5.207 14.6103
O 0.5808 0.9165 16.5497
O 1.5546 11.7861 17.106
O 5.4123 8.2885 13.3148
O 2.9647 12.3646 12.6347
O 6.4301 3.1933 12.8885
O 2.7991 9.3253 16.5858
O 5.9964 7.8873 19.7635
O 1.9506 6.3915 19.763
O 1.4471 9.6857 19.1474
O 9.4918 9.7149 15.4652
O 3.1075 8.8991 10.176
O 8.97 9.0442 13.0096
O 2.1556 7.3114 15.0017
O 9.1343 3.8668 18.77
O 4.7367 7.9063 15.7997
O 7.2502 1.5963 10.8448
O 8.1223 6.3599 19.1228
O 5.9087 5.1666 9.6171
O 6.9893 -0.9363 19.0552
O 11.0635 2.251 10.0877
O 8.9819 2.3916 12.7117
O 9.7037 11.5116 13.5474
O 6.5662 4.2065 18.739
O 6.0384 10.0521 9.9506
O 1.3415 10.8304 10.2915
O 5.1673 10.4661 14.7396
O 1.6929 10.912 14.6647
O 11.3629 13.0757 18.6135
O 5.4409 11.842 16.9483
O 8.0822 10.995 11.3641
O 11.3062 5.008 19.6229
O 8.3737 1.4821 15.0769
O 2.4321 4.0494 18.6001
O 3.7441 11.7025 10.3066
O 9.1818 0.5742 19.7153
O 2.7815 2.6448 12.6567
O 3.6549 12.6316 15.1286
O 7.9905 4.0864 10.9477
O 5.116 0.2414 11.3385
O 4.4272 5.4939 19.4952
O 6.2132 13.0554 14.6725
O 3.059 6.5753 17.3898
O 2.7856 0.9332 10.714
O 0.294 9.455 16.7951
O 5.2229 5.6088 12.6141
O 2.1432 4.9715 13.7744
O 6.894 12.6143 9.694

Results
free energy: -170670.613 eV
free energy less fixed offsets of As -4856.12, O -568.88, Si -635.61 eV per atom: -1.953 eV

Forces (eV/angstrom), in the order of the atoms: element, x, y, z
Si 0.0001 0.0012 -0.0009
Si 0.0007 -0.0005 -0.0014
Si 0 -0.0011 -0.0008
Si 0.0002 -0.0002 -0.0018
Si -0.0001 -0.0005 -0.0011
Si 0.0005 0.0003 -0.0007
Si -0.0004 0.0012 -0.0009
Si 0.0007 0.0003 -0.0009
Si 0.0001 -0.0005 -0.0008
Si 0.0001 0.0002 -0.0007
Si -0.0009 -0.0005 -0.0014
Si -0.0012 0.0005 -0.0011
Si -0.0002 -0.0008 -0.0003
Si 0 0.0007 0
Si -0.0003 -0.0001 -0.0006
Si 0.0005 -0.0003 0.0002
Si -0.0005 0.0006 0.0011
Si -0.0003 -0.0003 0.001
Si 0.0008 -0.0005 0.0011
Si -0.0004 0.0003 0.001
Si 0.0011 0.0008 0.0017
Si -0.0005 -0.0009 0
Si 0.0003 0.0003 0.0005
Si -0.0004 -0.0006 -0.0007
Si -0.0003 0.0012 0.0011
Si 0.0001 -0.0002 0
Si 0.0008 0.0011 0.0005
Si -0.0008 0.0001 0.0005
Si 0.0005 0.0011 0.0001
Si 0.0005 0 -0.0005
Si 0 -0.0015 -0.0003
Si 0.0007 -0.0016 0.002
Si -0.0011 -0.0017 0.0006
Si 0.0005 0.0008 0.0012
Si 0.0002 0.0009 0.0002
Si -0.0003 0.0018 0.0015
Si -0.0005 -0.0002 -0.002
Si -0.0008 -0.002 -0.0014
Si 0.0007 -0.0019 -0.0009
Si 0.0002 -0.0006 -0.0003
Si 0 0.0006 -0.0017
Si -0.0004 0 0.0002
Si 0.0012 0.0022 0.0004
Si -0.0008 0.0021 0.0022
Si -0.0004 0.0021 0.0005
Si -0.0007 -0.0014 -0.0019
Si 0.0004 -0.002 -0.0009
Si -0.0006 -0.001 -0.0013
Si -0.0011 -0.0049 0.0018
Si -0.0004 -0.0012 0.0017
Si -0.0043 -0.001 0.0017
Si -0.0038 -0.0019 0.0001
Si 0.0008 -0.0027 0.001
Si -0.0027 -0.0015 -0.0007
Si -0.0021 -0.0012 -0.0038
Si -0.0007 -0.0022 -0.0066
Si -0.0014 -0.0029 -0.0043
Si 0.0009 -0.0004 -0.0005
Si 0.0008 -0.0013 -0.0019
Si -0.0001 -0.0003 -0.0015
Si 0.0009 0.0031 0.003
Si 0.0002 0.0025 -0.0044
Si 0.0043 0.003 -0.0004
Si -0.0012 0.0036 0.0026
Si 0.002 0.0015 0.001
Si 0.0044 -0.0002 0.0021
Si 0.0026 0.0007 0.0037
Si 0.0011 0.0032 0.0043
Si 0.0007 0.0015 0.0032
Si 0.0001 0.0006 0.0019
Si -0.0015 0.0008 0.0009
Si -0.0004 0.0016 0.0013
Si 0.0026 0.0045 -0.0049
Si -0.0044 0.0055 0.0059
Si 0.0028 0.001 -0.002
Si 0.0009 -0.0016 -0.003
Si -0.0001 -0.0006 -0.0029
Si 0.0008 -0.0002 -0.0041
Si -0.0001 -0.0007 -0.004
Si -0.0002 -0.0031 -0.003
Si 0.0003 -0.0012 -0.0038
Si 0.001 0.0033 0.0001
Si -0.0016 0.0015 -0.0009
Si 0.001 0.0004 -0.0016
Si -0.0048 -0.0021 0.0006
Si 0.0017 -0.0038 0.0021
Si 0.0006 -0.0002 0.0024
Si -0.0004 0.0043 0.0022
Si 0.0004 0.002 0.0031
Si -0.0007 0.0006 0.0034
Si 0.0011 -0.0018 0.0015
Si -0.0021 0.0028 -0.0002
Si 0.0004 -0.0018 0.001
As 0.0021 -0.0056 0.0039
Si -0.0011 -0.0017 0.0009
Si -0.0031 0.0004 0.003
Si 0.0026 0.0013 -0.0014
Si -0.0013 -0.0001 -0.0028
Si -0.0002 0.0007 -0.0022
Si 0.0002 -0.0038 -0.0021
Si 0.0009 -0.0012 -0.0021
Si 0.0006 -0.0019 -0.0022
Si -0.003 0.0036 -0.0008
Si 0.0039 -0.0031 0.0002
Si 0.0008 0.001 -0.0001
Si 0.0047 -0.0033 -0.0055
Si 0.0051 -0.0024 0.0008
Si -0.0003 -0.0012 -0.0012
Si 0.0012 0.0059 0.003
Si -0.0007 0.001 0.0042
Si -0.0025 -0.003 0.0019
Si 0.0001 0.002 0.0015
Si 0.0008 0.0037 0.0029
Si -0.0015 0.0034 0.0027
Si 0.0015 0.0023 0.003
Si -0.0048 -0.0023 0.0022
Si 0.0004 -0.0022 0.0021
Si 0.0009 -0.0048 0.0041
Si -0.0098 0.0066 0.0037
Si -0.0013 0.0036 0.0027
O 0.0001 0.0016 -0.0012
O -0.0002 0.0011 -0.0023
O -0.0011 -0.0018 -0.0006
O 0.0031 -0.002 -0.0045
O 0.0006 0.0012 -0.0019
O 0.0001 -0.0005 -0.0036
O -0.0005 -0.0016 0
O 0.0003 -0.0019 0.0002
O -0.0002 -0.0016 -0.0002
O -0.0005 0.0008 -0.0019
O -0.0006 -0.0004 -0.0039
O -0.0004 -0.001 -0.0017
O -0.0004 0 0.0018
O -0.0001 0 0.0013
O -0.0002 -0.0003 0.0012
O -0.0001 0.0002 0.0015
O 0.0004 0.0001 0.0008
O 0 0 0.0023
O -0.0002 0.0007 0.0015
O -0.0004 0.0003 0.0024
O -0.0002 0.0004 0.001
O 0.0001 0.0002 0.0007
O 0 -0.0005 0.0016
O 0.0001 -0.0003 0.001
Si -0.0004 -0.0005 0.0019
Si 0.0002 0.0003 -0.0009
Si 0.0002 -0.0003 0.0029
Si 0.0006 -0.0004 -0.0024
Si 0.0011 0.0001 0.0045
Si -0.0005 -0.0007 -0.0022
Si 0 0.0003 -0.0024
Si 0.0003 0.0002 -0.0013
Si -0.0002 -0.0005 -0.0026
Si 0 0 -0.0008
Si 0 0.0002 -0.0023
Si -0.0001 0 0.0008
Si 0 0.0014 0.0024
Si -0.0006 0.0003 0
Si -0.0001 0.0002 -0.0019
Si -0.0002 -0.0003 0.0022
Si 0.0001 -0.0001 0.0008
Si -0.0015 0.0003 0.0016
Si 0.0001 0.0001 -0.0021
Si -0.0001 -0.0002 -0.0029
Si 0.0003 0.0004 0.0014
Si 0.0005 0 0.0008
Si 0.0004 -0.0002 0.0038
Si 0.0001 0.0001 -0.0023
Si 0.0001 -0.0001 0.0016
Si 0.0002 0.0003 -0.0004
Si 0 -0.0002 -0.0001
Si -0.0005 -0.0001 0.0016
Si 0.0002 -0.0003 0.0008
Si 0.0001 0.0004 -0.0018
Si 0.0009 0.0003 0.0035
Si -0.0004 -0.0009 0.0026
Si 0.0002 0.0002 0.0007
Si 0.0006 -0.0004 0.0022
Si 0.0003 0 -0.0024
Si 0.0005 0.0001 0.0046
Si 0.0003 0.0005 0.0033
Si 0.0003 -0.0002 0.002
Si 0.0005 0.0004 0.0019
Si -0.0001 -0.0001 -0.0021
Si 0 0.0008 -0.003
Si -0.0006 -0.0002 0
Si 0.0004 -0.0005 0.0028
Si -0.0006 0.0005 -0.0023
Si 0.0003 0 0.0002
Si -0.0001 0.0003 -0.0024
Si -0.0002 0.0008 0.0017
O -0.0004 0.0001 -0.002
O -0.0003 -0.0002 0.0004
O -0.0001 0.0009 -0.0018
O -0.0002 -0.0002 0.0015
O -0.0003 0.0001 0.0015
O 0.0001 0 0.0007
O 0.0001 0.0005 0.0016
O -0.0004 0.0002 -0.0001
O 0 0.0003 -0.0007
O 0.0001 0 -0.0005
O -0.0001 -0.0005 -0.0014
O 0 0 -0.0004
O -0.0002 0.0009 -0.001
O -0.0002 -0.0001 0.0001
O 0.0002 -0.0001 -0.0002
O 0.0003 -0.0002 -0.0019
O 0.0004 0.0007 -0.0012
O 0 0 0.0015
O -0.0003 -0.0002 -0.0014
O -0.0002 0.0003 0.001
O -0.0001 0.0001 -0.0014
O 0.0004 -0.0001 -0.001
O 0.0001 0.0001 -0.0002
O -0.0001 0.0003 0.0015
O -0.0004 -0.0002 -0.0008
O 0.0001 -0.0001 0.0005
O 0.0003 -0.0001 0.0016
O 0.0003 0 0.0015
O 0.0006 -0.0001 0.0009
O 0 0.0002 0.0011
O 0.0004 0.0004 -0.0004
O 0 0 -0.0018
O -0.0002 0 -0.0012
O 0.0001 0.0002 0.0012
O 0.0001 0.0001 -0.0004
O -0.0001 0.0001 0.0007
O -0.0005 0.0001 0.0012
O 0.0003 0.0006 -0.0005
O -0.0002 0.0001 0
O -0.0003 0.0002 -0.001
O 0 0.0001 0.0007
O -0.0002 -0.0001 0.0015
O -0.0001 -0.0002 0.0016
O -0.0006 -0.0003 0.0015
O 0.0001 0.0002 0.0001
O -0.0011 -0.0002 -0.0033
O -0.0001 -0.0003 -0.0011
O 0 0.0004 0.0001
O -0.0003 -0.0001 0.0014
O -0.0002 0.0001 0.0002
O -0.0002 0.0002 -0.0016
O 0 -0.0009 0.0014
O -0.0004 0.0005 -0.0013
O -0.0005 0.0001 0.0012
O -0.0002 -0.0006 -0.0014
O 0.0005 0 -0.0007
O 0.0001 0.0002 -0.0002
O 0.0004 -0.0002 0.0012
O 0.0001 0.0003 -0.002
O 0.0012 -0.0006 -0.0024
O 0.0001 -0.0002 -0.0006
O -0.0002 -0.0001 -0.0005
O 0.0002 -0.0001 0.0015
O 0.0001 0 0.0009
O 0.0002 -0.0002 -0.0006
O -0.0002 -0.0004 0.0016
O -0.0002 -0.0001 0
O -0.0003 0 0.0014
O -0.0004 -0.0003 -0.0032
O 0.0001 0.0005 0.0019
O -0.0002 0.0002 0
O 0.0002 -0.0001 -0.0004
O 0.0002 -0.0011 -0.0008
O -0.0001 0.0001 -0.0015
O -0.0001 -0.0001 0.0016
O -0.0001 0.0001 -0.0004
O 0 0 0.0007
O 0.0003 -0.0003 -0.0014
O 0 0 0.0003
O -0.0001 -0.0001 -0.0012
O 0 0.0001 -0.0009
O -0.0002 0 -0.0021

The program warned: the cutoff lies below the one the program advises for these potential files; the forces do not sum to zero within the program's tolerance; the exchange-correlation potential is rough where the density is thin.
